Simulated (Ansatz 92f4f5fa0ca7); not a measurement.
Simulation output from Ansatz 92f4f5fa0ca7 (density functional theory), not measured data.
Periodic cell of 250 atoms, Si166O84, from a study of silicon, its oxide and their interface. The atomic structure is a simulated model.
Doubt: the cutoff is far below the 930 eV that the study's wrapper takes by default for these files, so forces and energies are approximate.

Settings
functional: PBE
potential files: Ansatz PAW
basis: plane waves
wave-function cutoff: 580 eV
density cutoff ratio: 5
exchange-correlation grid ratio: 1
k mesh: 1 x 1 x 1, Gamma-centred
self-consistency stop: 5e-08 eV per atom in the density residual
occupations: fixed
spin: none
net charge: 0

Cell vectors (angstrom)
a 10.938 0 0
b 0 10.938 0
c 0 0 36.8087

Atoms: element, x, y, z (angstrom)
Si 0 0 0.683
Si 5.469 0 0.683
Si 2.7345 2.7345 0.683
Si 8.2035 2.7345 0.683
Si 0 5.469 0.683
Si 5.469 5.469 0.683
Si 2.7345 8.2035 0.683
Si 8.2035 8.2035 0.683
Si 1.3673 1.3673 2.0503
Si 6.8362 1.3673 2.0503
Si 4.1018 4.1018 2.0503
Si 9.5708 4.1018 2.0503
Si 1.3673 6.8362 2.0503
Si 6.8362 6.8362 2.0503
Si 4.1018 9.5708 2.0503
Si 9.5708 9.5708 2.0503
Si 2.7345 0 34.7572
Si 8.2035 0 34.7572
Si 0 2.7345 34.7572
Si 5.469 2.7345 34.7572
Si 2.7345 5.469 34.7572
Si 8.2035 5.469 34.7572
Si 0 8.2035 34.7572
Si 5.469 8.2035 34.7572
Si 4.1018 1.3673 36.1244
Si 9.5708 1.3673 36.1244
Si 1.3673 4.1018 36.1244
Si 6.8362 4.1018 36.1244
Si 4.1018 6.8362 36.1244
Si 9.5708 6.8362 36.1244
Si 1.3673 9.5708 36.1244
Si 6.8362 9.5708 36.1244
Si 0.641 4.9227 26.6258
Si 9.6289 4.0841 27.7731
Si 4.2113 4.0716 27.8759
Si 9.6088 1.3814 30.7062
Si 0.0209 8.0805 29.3384
Si 5.1242 10.8196 24.487
Si -1.2781 9.5327 28.0309
Si 6.9835 12.296 27.715
Si 5.5266 2.6099 29.204
Si 6.7379 3.1439 21.0644
Si 6.0133 4.922 26.5531
Si 4.0963 3.8999 22.3124
Si -4.1276 1.8099 16.2237
Si 6.7572 5.2612 19.8711
Si 1.2808 13.8429 17.9673
Si 11.1663 11.4888 23.8513
Si 6.808 -4.2041 27.9805
Si 10.7951 5.468 23.5184
Si 1.403 4.0833 30.5564
Si 0.4935 -0.5625 26.6917
Si 2.8752 5.5017 29.2842
Si 9.5967 6.7872 30.7251
Si -0.0368 13.6099 29.2191
Si 2.9014 13.1492 24.55
Si 4.1667 1.3782 30.6946
Si 12.3436 1.3494 27.8525
Si -2.6251 0.0733 29.2661
Si 6.8853 4.0521 30.5707
Si 4.1166 6.8113 30.769
Si 5.435 8.1064 29.3455
Si 1.415 9.5602 30.6011
Si 6.8823 9.5667 30.5822
Si 0.0463 -0.0256 32.0156
Si 5.521 -0.0304 32.0163
Si 2.7486 2.7493 32.0046
Si 8.2115 2.7382 32.0322
Si 0.0564 5.4159 32.0238
Si 5.5296 5.4105 32.0174
Si 2.7336 8.2172 32.0516
Si 8.2119 8.2077 32.0178
Si 1.383 1.3734 33.3821
Si 6.8454 1.3658 33.3921
Si 4.1131 4.1011 33.388
Si 9.5818 4.1004 33.3938
Si 1.3696 6.8314 33.3958
Si 6.8447 6.8329 33.385
Si 4.1172 9.58 33.3946
Si 9.5826 9.5744 33.3861
Si 2.704 -0.0382 3.4148
Si 8.1649 -0.0159 3.4185
Si 0.0218 2.7759 3.4439
Si 5.4504 2.7364 3.4105
Si 2.7442 5.4719 3.4413
Si 8.2345 5.4958 3.3744
Si 0.0191 8.209 3.41
Si 5.4636 8.2041 3.4633
Si 4.0424 1.3585 4.7485
Si 9.47 1.4497 4.7194
Si 1.4057 4.1366 4.8768
Si 6.8161 4.1925 4.6897
Si 4.0926 6.82 4.8579
Si 9.617 6.8217 4.7576
Si 1.3874 9.5118 4.8351
Si 6.8215 9.5799 4.8697
Si -0.5228 2.5844 8.6337
Si 8.1736 -2.8887 6.1449
Si -1.8818 2.861 23.3323
Si 13.6967 2.6863 6.2408
Si 1.4341 5.7375 18.5942
Si 4.8665 8.6821 10.837
Si -0.1335 10.9524 5.9645
Si 5.4809 5.4161 6.1921
Si -1.1141 4.5726 11.4937
Si 4.989 2.688 13.8776
Si 2.18 5.2921 9.6854
Si 5.8787 8.6045 8.7504
Si -2.4396 5.756 9.1436
Si 6.8038 6.7184 7.6531
Si 8.3275 7.2992 24.0909
Si 6.2172 8.7495 13.3919
Si 1.4107 -4.0486 7.8286
Si 4.6856 3.5739 7.46
Si -5.031 0.335 11.9453
Si 6.096 -0.5969 26.6144
Si 4.0767 9.729 7.6201
Si 11.0197 5.5939 6.2294
Si 2.8021 8.1743 6.3146
Si 5.4264 11.0586 6.2014
Si 7.0555 6.1138 14.4357
Si 11.6475 3.5196 10.3392
Si -1.2335 2.2529 16.56
Si 5.8919 6.5658 17.2401
Si 1.6729 11.0484 13.1244
Si 8.3468 8.4905 17.5413
Si 2.1167 10.6916 8.8528
Si 6.4471 12.8323 7.4317
O 31.4971 28.47 23.42
O -1.8174 -11.5798 13.8245
O 50.7659 17.2763 23.8939
O -13.2618 -3.3424 25.659
O 2.2532 21.3599 20.406
O 8.1278 -19.3495 16.892
O 6.7708 21.1226 12.8312
O -16.7277 12.2865 12.9416
O 21.709 10.5704 25.1474
O 2.3655 12.0341 12.0383
O 8.0505 13.8505 22.0407
O 11.2671 21.3846 12.4493
O -3.0791 -0.8916 21.2224
O 14.4175 7.0824 21.7145
O -0.2742 -8.5467 17.8744
O 4.7016 -5.7858 23.22
Si -8.6177 8.7028 26.8232
Si -3.055 30.3796 26.8758
Si 16.0943 15.5507 12.4914
Si 15.1436 20.5231 27.9545
Si 19.2639 -5.489 29.2607
Si -8.2471 12.3812 15.4732
Si 4.1325 3.8766 9.7194
Si 23.8415 7.2431 22.3172
Si 24.1533 12.508 10.4889
Si 19.9586 9.4701 20.2247
Si 7.9257 -1.0862 8.993
Si 20.4247 4.3248 7.4377
Si 3.5683 -33.7065 19.501
Si -3.9459 20.4601 22.5106
Si 20.4479 -2.2564 10.4026
Si 7.8284 3.2592 26.4034
Si 4.8907 -14.2127 21.1256
Si -2.1655 -0.3298 15.3816
Si 13.9753 7.9954 17.2991
Si 12.0665 12.2538 7.4197
Si 11.8601 -1.0596 21.1792
Si 14.4966 9.5887 14.8547
Si 20.4654 6.6297 19.4485
Si 0.2196 17.6271 13.1366
Si 12.3807 6.7811 27.9101
Si 30.0121 2.8977 6.1007
Si 31.4752 -1.4603 7.349
Si 13.7649 11.0101 29.2821
Si 2.4 -7.7525 26.6555
Si 16.4517 16.853 24.4277
Si 14.0787 14.7549 20.0738
Si 20.9439 -1.5232 12.7493
Si -14.2627 12.1015 9.4502
Si -8.0818 28.387 11.6045
Si 16.2191 1.8074 18.9595
Si -12.1218 15.4728 14.4148
Si 22.2643 8.8603 8.8687
Si 14.295 -2.6362 24.7772
O 6.4751 -16.5395 13.1306
O -29.971 -13.4602 15.7365
O 35.5041 -1.1193 13.4942
O 30.3118 20.5831 18.706
O -4.666 -0.163 23.2881
O -2.4293 4.7112 10.4756
O 12.6793 17.9088 12.6905
O 5.8258 8.4225 22.2173
O 9.0474 -25.6492 9.7979
O 6.6234 -19.9119 19.8951
O -6.5744 39.8856 17.4928
O 22.9635 5.8681 22.491
O -6.5362 14.1172 19.193
O 9.4519 47.613 12.9328
O -4.7119 -8.2336 14.9868
O 24.0427 -8.9208 16.9067
O 17.7718 18.8368 17.4427
O 11.697 -11.2944 22.62
O 1.8612 -19.043 19.5141
O -8.8103 18.7828 23.8184
O 11.3315 5.4198 25.0536
O -2.4734 -27.3921 14.8801
O 26.1709 12.2413 24.5511
O 10.1536 25.2412 15.4532
O -16.1849 23.5307 17.3882
O 11.0055 5.9432 19.4796
O -0.6159 17.0471 11.8535
O 45.1934 -20.8695 14.4879
O 12.4508 -31.4132 24.3526
O 4.834 -11.5476 11.1009
O 59.1153 22.3483 19.3469
O -13.494 -16.311 19.8766
O 12.0589 -2.671 21.3687
O -7.8803 20.3681 18.0814
O 14.8263 16.6017 12.5631
O -5.1325 17.394 20.5266
O 35.7949 -29.6054 23.2716
O 21.4185 43.0221 20.3461
O 34.5715 -3.8128 17.8081
O 2.6925 -5.6003 19.5737
O 20.2522 29.7569 20.4931
O 12.2148 -6.4426 17.5368
O -13.0407 20.1235 16.1692
O 6.3023 16.2962 18.2644
O -40.145 43.8332 15.6685
O 25.8346 20.6401 24.1654
O 53.0869 40.0572 17.9314
O -1.0747 44.4853 15.9808
O 25.4521 46.3475 14.72
O 15.5219 -36.5445 24.8525
O 27.5762 7.9715 12.0527
O -26.7819 -4.9218 15.7077
O 16.3467 13.9055 22.0109
O 8.2741 35.8647 24.7682
O 0.1047 27.4315 14.3175
O 25.2952 -13.961 10.9081
O 32.386 -13.7739 13.6058
O 26.9241 -23.7621 14.4928
O 18.2288 0.3491 15.6206
O 21.1274 -6.9145 23.0995
O 8.0833 52.5286 23.4524
O 36.5441 -8.6272 10.1519
O 5.2855 -6.6699 10.8768
O 17.7938 1.2075 10.926
O 31.0243 23.6646 9.4836
O 37.3244 8.855 20.0839
O 18.2213 7.7185 14.0791
O -1.0477 -31.363 23.4014

Results
free energy: -153294.942 eV
free energy less fixed offsets of O -568.88, Si -635.61 eV per atom: 2.238 eV

Forces (eV/angstrom), in the order of the atoms: element, x, y, z
Si -0.0953 0.1029 0.0092
Si -0.0053 0.0609 -0.0131
Si 0.0196 0.0389 0.0052
Si 0.1068 -0.0659 0.0286
Si -0.0137 -0.0122 -0.031
Si -0.0537 0.0157 0.0192
Si 0.0539 -0.0455 0.0114
Si -0.0694 0.0159 -0.0087
Si -0.1328 0.0312 0.1735
Si -0.2406 -0.0779 -0.0363
Si -0.0496 0.0593 -0.0293
Si 0.2096 0.0167 -0.1591
Si 0.066 -0.108 0.0304
Si -0.0175 0.2915 0.0255
Si 0.0322 -0.1372 0.108
Si 0.026 0.0512 0.1162
Si 0.0936 0.1138 -0.0055
Si 0.0997 0.0243 -0.0004
Si 0.0124 -0.0889 -0.0029
Si -0.0441 -0.1219 0.0073
Si 0.1636 0.0169 0.0123
Si 0.1499 0.0804 0.0023
Si -0.083 -0.0768 0.019
Si 0.0034 -0.1014 -0.01
Si -0.0126 -0.0422 0.0282
Si 0.0045 -0.055 -0.0058
Si -0.0222 -0.0391 -0.0158
Si 0.0057 0.0096 0.001
Si -0.0012 0.0104 0.0092
Si 0.0228 0.0129 0.0344
Si 0.0252 -0.0262 -0.0074
Si 0.06 -0.0178 -0.0159
Si -0.0787 0.2982 -0.4261
Si 0.0409 0.0472 0.1263
Si -0.0097 0.0572 0.1734
Si 0.0221 -0.0069 0.081
Si 0.0694 -0.0887 -0.0009
Si 0.0063 -0.1783 0.3941
Si 0.0155 -0.0081 0.0535
Si -0.138 -0.1569 0.1313
Si 0.0404 0.1074 -0.0681
Si 0.3371 -0.1473 -0.1397
Si -0.1585 0.2409 -0.1283
Si 0.0453 0.1756 0.2083
Si 0.2181 -0.146 -0.0203
Si 0.0785 0.3979 -0.4953
Si -0.1406 0.0181 -0.1731
Si 0.1804 -0.2658 0.018
Si -0.0237 -0.0261 0.1692
Si 0.1197 0.0228 0.2178
Si -0.0089 -0.0214 -0.0414
Si -0.138 0.0306 -0.3785
Si 0.0528 -0.1243 -0.0461
Si 0.0018 -0.0011 0.083
Si 0.0937 -0.0848 0.0494
Si 0.1343 -0.1868 0.7403
Si -0.083 -0.055 0.0412
Si 0.0616 0.0885 0.1179
Si -0.0913 0.0671 0.0025
Si 0.0512 -0.0141 -0.0529
Si 0.0305 0.0635 0.0616
Si -0.0836 0.0355 -0.057
Si 0.0738 -0.0541 -0.0319
Si -0.015 0.0236 -0.0375
Si -0.0343 0.0507 -0.0611
Si -0.071 0.0151 -0.0419
Si 0.0529 -0.0238 -0.0368
Si 0.0139 -0.0086 -0.0268
Si -0.0452 0.0347 -0.0515
Si -0.0111 0.0605 -0.0412
Si 0.0201 -0.0307 -0.0182
Si 0.0673 -0.0178 -0.0358
Si 0.006 -0.0263 -0.0298
Si 0.0257 -0.013 -0.0125
Si -0.0375 0.0287 -0.0024
Si 0.004 -0.0131 -0.0077
Si -0.0149 0.039 -0.0041
Si -0.0205 0.0008 -0.0198
Si 0.0071 -0.0176 -0.0081
Si 0.0047 -0.0159 -0.0271
Si 0.0574 -0.0272 0.033
Si -0.0053 0.08 0.0243
Si -0.0668 -0.0117 0.0187
Si -0.0607 0.0625 -0.0145
Si -0.0666 -0.0061 -0.0075
Si 0.0917 -0.0572 -0.0028
Si 0.0179 -0.0034 0.0462
Si 0.0078 -0.0051 0.0648
Si 0.1621 0.0489 0.0717
Si 0.0798 0.1313 0.0612
Si 0.1512 0.0333 0.077
Si 0.0079 -0.1974 0.0143
Si 0.0889 0.0111 0.0095
Si -0.1348 -0.0265 -0.0285
Si -0.1549 0.0074 0.0067
Si -0.1102 -0.0732 0.1559
Si -0.1128 -0.0298 0.1989
Si 0.2775 -0.047 0.0351
Si 0.2833 0.0786 0.25
Si -0.1916 0.0639 0.1397
Si -0.1133 0.1633 -0.3135
Si 0.2432 -0.0528 -0.3406
Si 0.0866 -0.0614 0.0699
Si -0.026 -0.0713 0.0547
Si 0.1883 -0.4014 -0.1421
Si 0.0126 0.0036 0.1764
Si -0.0827 0.0967 -0.0018
Si -0.0937 0.0339 -0.0946
Si -0.4201 -0.1139 -0.2245
Si 0.0527 0.206 0.2611
Si -0.0186 0.2004 0.0431
Si -0.2557 -0.0642 0.1308
Si 0.0432 -0.196 0.268
Si 0.0798 -0.1968 -0.1985
Si 0.1571 -0.1661 -0.4619
Si -0.0713 0.0224 -0.1219
Si -0.2141 0.0821 -0.0706
Si 0.1791 -0.0446 0.0434
Si -0.1044 0.1933 0.0931
Si -0.0047 -0.0575 -0.1041
Si 0.2318 0.0496 0.3349
Si 0.2214 -0.0713 0.0552
Si 0.0127 -0.0407 -0.0547
Si -0.0438 0.3829 -0.0822
Si 0.0532 0.0968 0.0043
Si 0.0331 0.132 -0.015
Si 0.0169 -0.2126 0.0046
Si 0.0379 0.1682 0.1975
O -0.0616 0.0523 -0.1045
O 0.0098 -0.0711 -0.1193
O -0.0946 -0.0232 -0.217
O -0.0269 0.1666 0.0746
O 0.0768 0.0711 0.0718
O -0.085 0.0268 0.0672
O 0.0527 0.1261 -0.0048
O -0.0473 -0.0196 0.0937
O 0.1004 -0.0384 0.2522
O -0.021 -0.2343 0.4037
O -0.2508 -0.0783 -0.1344
O -0.2023 -0.1688 -0.1438
O -0.1392 0.0176 0.1434
O 0.0634 -0.1839 -0.0166
O 0.0256 -0.0172 0.071
O 0.0276 -0.2083 -0.1982
Si 0.2164 -0.1109 -0.2587
Si -0.042 -0.1589 -0.2385
Si -0.4263 0.0716 0.0692
Si 0.0379 0.0144 0.2939
Si -0.1164 0.0606 0.0114
Si -0.0367 -0.1057 0.0973
Si 0.0321 -0.1033 -0.1029
Si -0.1131 0.3027 -0.0779
Si 0.0147 0.3252 -0.0152
Si 0.1554 0.0462 -0.2153
Si 0.1615 0.1537 0.2846
Si 0.1112 0.0459 0.1103
Si -0.2901 -0.1474 -0.1864
Si 0.0846 -0.0178 -0.1016
Si -0.4281 0.0217 -0.5067
Si 0.1659 -0.1931 -0.4971
Si -0.0863 0.3881 -0.1667
Si 0.0875 -0.0138 0.0625
Si -0.0498 0.1011 -0.133
Si -0.2179 0.0722 -0.3804
Si -0.1486 0.0141 -0.2708
Si -0.1288 -0.0617 0.1347
Si 0.2609 0.4296 -0.1864
Si 0.1642 -0.1137 0.355
Si 0.0166 0.1055 0.2075
Si -0.1215 0.0269 -0.1665
Si -0.1567 0.0631 -0.1236
Si 0.1444 -0.0433 0.0125
Si 0.0465 -0.2582 -0.0857
Si -0.051 -0.0901 0.5513
Si -0.5467 -0.0636 -0.7667
Si 0.2618 0.0946 0.4557
Si -0.0406 -0.4871 -0.5024
Si -0.2562 0.0415 -0.4206
Si -0.0894 -0.4098 -0.3183
Si 0.1317 0.0386 -0.0168
Si 0.5724 0.0255 -0.1126
Si -0.1474 0.1804 0.4641
O 0.1266 0.1265 -0.1542
O 0.0056 0.0025 -0.0237
O -0.0263 0.0154 -0.0854
O -0.0525 -0.0298 0.122
O -0.1176 0.1781 -0.0455
O 0.2161 0.216 0.0134
O -0.2322 0.1059 0.1629
O -0.0058 -0.0618 -0.0029
O 0.0698 0.0285 0.0968
O 0.1128 0.2035 0.3199
O 0.1132 -0.1031 0.0562
O 0.0232 -0.1128 0.0179
O -0.0491 0.1389 0.1472
O -0.1436 0.0753 0.041
O -0.1788 0.0011 -0.1213
O 0.0378 0.0085 0.0161
O -0.0838 -0.082 -0.0238
O -0.061 0.0637 0.1857
O 0.3243 0.2076 0.2622
O -0.0971 -0.1066 -0.2547
O 0.0756 -0.1476 0.0939
O -0.143 0.0955 -0.0528
O -0.164 0.2567 -0.0775
O -0.0281 -0.0156 -0.0211
O -0.0907 0.077 0.1766
O -0.0926 -0.0432 0.0266
O -0.095 -0.0162 -0.0386
O 0.0507 -0.0287 -0.0084
O 0.0227 0.0456 -0.1393
O -0.1594 0.0556 0.1703
O 0.1489 0.2293 0.058
O -0.2844 -0.251 0.1053
O 0.0536 -0.0878 0.1075
O 0.0646 0.0094 0.0661
O 0.2022 -0.1011 -0.0029
O -0.0132 -0.1871 0.1298
O 0.1157 0.0951 -0.3791
O 0.0092 -0.0291 0.095
O -0.012 -0.1331 0.0861
O 0.1918 -0.2805 0.2874
O -0.0493 -0.2357 0.0629
O 0.0275 0.009 0.033
O 0.0021 -0.0349 -0.0697
O 0.09 -0.1794 0.294
O 0.0179 0.1317 -0.0006
O 0.1227 -0.0197 -0.1056
O -0.0259 -0.1549 0.0911
O -0.0073 0.0091 -0.0209
O 0.1487 -0.002 -0.0528
O 0.051 0.0679 -0.0691
O 0.1185 -0.0568 0.258
O -0.0047 -0.0819 -0.1205
O -0.0039 -0.1269 0.1772
O -0.238 0.0455 0.3556
O -0.0583 0.0954 -0.1396
O -0.0227 0.0525 0.0572
O -0.0243 -0.0075 -0.0574
O 0.1032 0.016 -0.1369
O -0.0724 0.069 -0.039
O -0.1374 -0.1002 -0.0558
O 0.0546 -0.093 0.0541
O -0.4052 -0.0005 -0.1437
O 0.1108 0.0979 -0.2821
O -0.0396 0.1681 0.2836
O 0.3357 0.2363 -0.2319
O 0.108 -0.1026 0.1094
O 0.0249 -0.1322 -0.1165
O -0.1706 0.0314 -0.1458

The program warned: the cutoff lies below the one the program advises for these potential files; the forces do not sum to zero within the program's tolerance; the exchange-correlation potential is rough where the density is thin.
